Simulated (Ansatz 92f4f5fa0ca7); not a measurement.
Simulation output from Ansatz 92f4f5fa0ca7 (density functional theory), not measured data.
Periodic cell of 215 atoms, Si133O82, from a study of silicon, its oxide and their interface. The atomic structure is a simulated model.

Settings
functional: PBE
potential files: Ansatz PAW
basis: plane waves
wave-function cutoff: 700 eV
density cutoff ratio: 5
exchange-correlation grid ratio: 1
k mesh: 2 x 2 x 1, shifted by 0.5 0.5 0.5 of a step
self-consistency stop: 5e-08 eV per atom in the density residual
occupations: fixed
spin: none
net charge: 0

Cell vectors (angstrom)
a	10.938	0	0
b	0	10.938	0
c	0	0	31.5432

Atoms: element, x, y, z (angstrom)
Si	10.4345	0.5739	24.337
Si	6.041	10.5029	24.1408
Si	2.1295	3.2459	24.0809
Si	8.7011	2.2571	24.2966
Si	0.4994	5.0528	24.157
Si	5.0519	5.8934	24.1896
Si	3.3939	7.6491	24.1503
Si	7.8283	8.8281	23.9889
Si	1.3408	1.4795	25.4553
Si	6.9141	1.305	25.4853
Si	4.0248	4.1028	25.3236
Si	9.6622	4.0983	25.4088
Si	1.493	6.8175	25.3558
Si	6.8932	6.9484	25.2395
Si	4.2246	9.5338	25.3309
Si	9.5258	9.6416	25.4329
Si	2.7798	0.0029	26.6422
Si	8.2163	-0.0199	26.9278
Si	0.0093	2.7741	26.9043
Si	5.4497	2.7356	26.6633
Si	2.7531	5.4463	26.8248
Si	8.2242	5.5221	26.6262
Si	0.04	8.209	26.6477
Si	5.5434	8.2018	26.7836
Si	4.1145	1.3629	28.0725
Si	9.5822	1.3798	28.2206
Si	1.3844	4.1298	28.2171
Si	6.8392	4.131	28.0267
Si	4.1433	6.8327	28.1338
Si	9.5987	6.8458	28.0531
Si	1.3974	9.5797	28.0476
Si	6.836	9.5481	28.218
Si	0.0327	-0.0214	29.4947
Si	5.4534	0.0115	29.5027
Si	2.756	2.7147	29.4973
Si	8.1753	2.7685	29.4868
Si	-0.0172	5.4953	29.5043
Si	5.4917	5.4554	29.4824
Si	2.7423	8.2054	29.4678
Si	8.2366	8.1733	29.4996
Si	1.3673	1.3673	30.8594
Si	6.8362	1.3673	30.8594
Si	4.1018	4.1018	30.8594
Si	9.5708	4.1018	30.8594
Si	1.3673	6.8362	30.8594
Si	6.8362	6.8362	30.8594
Si	4.1018	9.5708	30.8594
Si	9.5708	9.5708	30.8594
Si	2.7345	0	0.6835
Si	8.2035	0	0.6835
Si	0	2.7345	0.6835
Si	5.469	2.7345	0.6835
Si	2.7345	5.469	0.6835
Si	8.2035	5.469	0.6835
Si	0	8.2035	0.6835
Si	5.469	8.2035	0.6835
Si	4.1153	1.3482	2.0525
Si	9.5401	1.384	2.0411
Si	1.3329	4.1304	2.0552
Si	6.8533	4.0725	2.0535
Si	4.0786	6.8601	2.0386
Si	9.5936	6.8115	2.051
Si	1.3766	9.5591	2.0551
Si	6.8305	9.5722	2.0654
Si	-0.0434	-0.013	3.3468
Si	5.4628	-0.0125	3.4837
Si	2.6971	2.7187	3.342
Si	8.1839	2.6982	3.4925
Si	-0.0243	5.4678	3.512
Si	5.4553	5.4687	3.3282
Si	2.7344	8.2045	3.4798
Si	8.2257	8.182	3.3786
Si	1.2917	1.3656	4.676
Si	6.8376	1.3055	4.9127
Si	4.0626	4.1146	4.6438
Si	9.5288	4.0652	4.8957
Si	1.3522	6.8716	4.8891
Si	6.8356	6.8002	4.6847
Si	4.1024	9.5646	4.8898
Si	9.5727	9.5652	4.7471
Si	2.6166	0.0413	6.1078
Si	8.2253	-0.1323	6.265
Si	-0.0237	2.65	6.1941
Si	5.3752	2.7676	6.0742
Si	2.7478	5.4306	6.1292
Si	8.0916	5.4391	6.1826
Si	-0.0049	8.2976	6.2341
Si	5.5637	8.1512	6.1495
Si	3.4695	1.9438	7.1781
Si	10.0199	0.8303	7.468
Si	1.7664	3.6609	7.3429
Si	6.2036	4.5281	7.3836
Si	4.6318	6.3099	7.2485
Si	9.1619	7.1911	7.3227
Si	0.8908	10.1571	7.5222
Si	7.4084	8.8884	7.4868
O	4.5531	6.6077	8.8744
O	1.3843	3.9894	8.9314
O	9.7492	6.5492	8.739
O	1.2998	10.1098	9.1545
O	6.0609	4.2267	9.0248
O	3.6952	1.6271	8.7721
O	7.1344	8.9691	9.1369
O	9.6457	1.0818	9.069
O	8.2443	2.5329	22.7348
O	10.9963	5.5468	22.6357
O	5.6292	0.09	22.6294
O	5.2969	5.3938	22.6273
O	2.1563	2.7984	22.4765
O	3.3313	7.8527	22.4979
O	8.3798	8.743	22.4095
O	-0.1581	11.2278	22.7529
Si	2.1488	2.9695	12.8808
Si	8.6785	1.316	10.3543
Si	1.0607	4.4982	15.3381
Si	7.5432	5.585	12.1952
Si	2.4154	8.18	21.1979
Si	5.4142	7.7917	12.4599
Si	9.2619	0.4558	15.4984
Si	2.9135	-0.0417	16.6503
Si	10.4619	1.1571	12.6035
Si	7.7649	2.8283	21.223
Si	9.1314	8.7851	14.4614
Si	1.4665	4.7775	10.3555
Si	4.484	9.4814	19.1243
Si	11.0731	6.0985	21.1068
Si	6.6147	10.4481	14.8407
Si	5.3898	0.7296	21.1615
Si	2.3417	9.8107	10.3867
Si	0.4313	10.6345	21.3807
Si	5.8534	5.2536	21.1174
Si	3.6354	7.0854	10.1046
Si	9.0403	5.6874	14.8369
Si	3.6559	4.0852	19.084
Si	10.0311	3.6632	19.3093
Si	4.2538	8.6681	15.3488
Si	0.4541	1.9179	17.1519
Si	6.7951	7.5327	19.2409
Si	5.2567	3.6239	16.7335
Si	7.7823	5.0098	17.5176
Si	6.6563	9.9299	10.3661
Si	4.375	1.0575	10.1048
Si	-0.0346	9.089	11.9063
Si	9.101	8.6332	20.9357
Si	4.5524	1.6679	14.5716
Si	2.4473	2.0849	21.04
Si	6.3263	3.3459	10.3702
Si	3.4294	5.9168	16.7227
Si	9.878	6.5372	10.3527
O	0.1279	2.6297	18.581
O	2.9227	9.6342	15.5708
O	10.8571	4.8082	20.1339
O	7.5786	2.4185	9.9246
O	10.9194	5.3411	10.8021
O	6.5971	6.743	12.8594
O	10.3211	8.0586	10.7864
O	7.6677	9.4582	13.995
O	8.4087	6.2133	10.9693
O	5.3572	10.4816	20.0603
O	2.1602	3.731	11.4218
O	7.9759	8.5462	19.7513
O	6.2079	6.7317	20.5412
O	5.5073	2.7178	15.401
O	1.3045	0.9288	20.6959
O	6.0464	9.0606	11.6164
O	4.6202	4.9917	16.1054
O	6.5939	3.9011	17.6299
O	10.5162	10.6657	11.8138
O	5.5806	0.4988	13.9841
O	8.012	5.0905	15.9219
O	9.7304	9.8176	15.5863
O	-0.4012	5.1504	15.1284
O	1.5697	6.8344	20.7919
O	1.5004	0.6361	17.1707
O	6.5959	1.7688	20.7949
O	1.0095	1.7882	12.8313
O	3.2398	5.4976	18.3163
O	9.5268	2.014	11.5772
O	1.0142	3.0968	16.1728
O	8.5842	5.1466	13.3708
O	10.2816	8.5793	13.3176
O	1.4475	9.399	21.6715
O	10.0772	9.9374	20.607
O	3.1776	0.2145	10.8764
O	5.0772	2.3609	10.8313
O	1.7309	4.1544	13.9051
O	7.9104	10.8759	10.8409
O	9.135	4.4656	18.2157
O	5.6341	9.4954	15.7615
O	5.5237	-0.0274	9.7322
O	3.5886	2.3105	13.3895
O	1.9773	5.6429	16.0405
O	9.7069	1.0491	14.0399
O	4.4019	6.9378	11.5205
O	4.7534	4.4905	20.2067
O	9.9494	1.3428	16.651
O	6.6659	4.3202	11.6418
O	5.5846	8.4023	18.5678
O	9.0735	2.735	20.2547
O	3.604	1.1335	15.7767
O	4.2133	3.0788	17.8948
O	9.9167	7.2209	20.8883
O	3.3457	8.6638	9.8185
O	3.9289	7.4265	16.363
O	7.6275	0.4817	15.6988
O	8.9215	7.2997	15.0464
O	3.932	1.4372	21.1373
O	1.5921	9.1443	11.6968
O	2.3153	6.1547	10.1775
O	7.3507	6.4561	18.143
O	7.2179	4.362	21.1135
O	4.5432	8.24	13.7836
O	3.3331	8.6591	19.9464
O	2.4923	3.242	19.8698
O	3.7412	10.3626	17.9613

Results
free energy: -131202.698 eV
free energy less fixed offsets of O -569.03, Si -635.61 eV per atom: -6.108 eV

Forces (eV/angstrom), in the order of the atoms: element, x, y, z
Si	-0.0348	0.0348	-0.0628
Si	0.0344	-0.0242	-0.0553
Si	-0.0515	0.022	-0.0526
Si	0.0108	-0.0355	-0.0547
Si	0.0293	-0.0308	-0.0569
Si	-0.0337	0.013	-0.0544
Si	0.0367	-0.0433	-0.06
Si	-0.0113	0.0505	-0.052
Si	-0.0001	0.0199	0.003
Si	0.0052	-0.0226	-0.0224
Si	-0.0325	-0.0012	-0.0004
Si	0.019	-0.0204	-0.0079
Si	0.0157	-0.0037	-0.0008
Si	-0.0046	0.0249	0.0074
Si	0.0086	-0.0126	0.0159
Si	-0.0203	0.0063	-0.0105
Si	0.0111	-0.0089	0.0459
Si	-0.0062	-0.0068	-0.0219
Si	0.0041	0.0117	-0.0247
Si	-0.0253	0.0076	0.073
Si	0.0007	-0.0053	-0.0199
Si	-0.015	0.0164	0.0763
Si	0.0028	-0.0154	0.065
Si	0.0133	0.0045	-0.0235
Si	0.0037	-0.0021	0.0047
Si	0.0067	0.0126	-0.014
Si	0.0017	0.0093	-0.0037
Si	0.0033	0.0068	-0.0006
Si	0.0117	0.0027	-0.0207
Si	0.0021	0.0005	0.0016
Si	0.0038	-0.0013	0.009
Si	-0.0005	-0.0047	-0.0052
Si	0.0262	-0.0256	-0.0164
Si	-0.0218	0.0208	-0.0245
Si	0.0193	-0.0242	-0.0162
Si	-0.0233	0.0251	-0.0172
Si	-0.0201	0.0209	-0.0235
Si	0.0217	-0.0209	-0.0112
Si	-0.0283	0.0278	-0.0143
Si	0.0213	-0.0192	-0.0193
Si	0.1633	-0.089	0.0947
Si	-0.1272	0.1226	-0.0521
Si	0.1598	-0.0929	-0.0037
Si	-0.1479	0.1245	-0.0338
Si	0.0074	0.1914	-0.0883
Si	0.124	-0.1667	0.0442
Si	-0.1278	0.046	-0.0403
Si	0.1537	-0.1012	0.0423
Si	0.0563	-0.1247	0.0522
Si	-0.1622	0.0596	-0.0531
Si	-0.1703	0.1223	-0.0274
Si	0.073	-0.1168	0.0386
Si	-0.1771	0.1014	-0.0413
Si	0.0846	-0.1714	0.096
Si	0.1785	-0.0933	0.0574
Si	-0.0453	0.1464	-0.0397
Si	0.0238	-0.0235	0.0214
Si	-0.0214	0.0167	0.0194
Si	-0.0192	0.0192	0.0153
Si	0.0216	-0.026	0.0195
Si	-0.0164	0.0225	0.0196
Si	0.0169	-0.0172	0.0211
Si	0.0304	-0.0269	0.0208
Si	-0.0292	0.0285	0.0151
Si	-0.0082	0.0062	0.0009
Si	0.0044	-0.0026	-0.0133
Si	-0.0002	0.015	0.017
Si	-0.0021	-0.0029	-0.005
Si	-0.0059	0.0003	0.0077
Si	-0.0083	0.0011	0.0013
Si	-0.0053	0.001	-0.0073
Si	0.0072	-0.0093	0.0158
Si	-0.0073	-0.0004	0.0243
Si	0.0082	-0.001	-0.0537
Si	-0.0021	-0.0002	0.0157
Si	0.003	0.0032	-0.0859
Si	0.0056	0.004	-0.0766
Si	0.0025	0.0005	0.0233
Si	0.0058	-0.0051	-0.0518
Si	0.0006	0.0035	0.0278
Si	-0.0148	-0.0014	0.0088
Si	0.0019	-0.0203	-0.0098
Si	0.0099	-0.0179	0.0126
Si	-0.0072	0.0059	-0.0023
Si	0.0147	-0.0101	0.0036
Si	-0.0367	-0.0015	0.0137
Si	0.0013	0.0293	0.0095
Si	0.0185	0.0022	0.0009
Si	-0.0466	0.0522	0.0678
Si	0.0207	-0.0207	0.0584
Si	0.0324	-0.0302	0.0466
Si	-0.0583	0.0234	0.0529
Si	0.0452	-0.0322	0.0574
Si	-0.0147	0.0078	0.0533
Si	-0.0113	0.0456	0.0527
Si	0.0288	-0.0491	0.0473
O	-0.0213	0.0048	0.0072
O	-0.0011	0.0222	0.0003
O	-0.0049	0.0107	0.0086
O	0.0009	-0.0076	-0.0111
O	0.0171	-0.0083	0.0056
O	0.0298	-0.0181	0.0138
O	-0.0012	0.0271	-0.0003
O	-0.0065	0.0002	-0.0029
O	-0.0023	0.008	-0.0053
O	0.0044	0.0065	-0.0036
O	0.0016	0.0035	0.0001
O	0.0147	0.0058	-0.0083
O	0.0135	-0.0045	0.0019
O	-0.0175	0.0051	-0.0001
O	0.0003	-0.0097	0.0016
O	0.0092	-0.011	0.0048
Si	0.0021	-0.0054	-0.0047
Si	-0.0092	0.0076	0.0064
Si	0.003	-0.0009	0.0001
Si	-0.0049	0.0015	-0.0017
Si	0.0027	-0.0044	-0.0025
Si	-0.0002	-0.0024	-0.0001
Si	-0.0015	0.0042	0.0048
Si	-0.0037	0.0013	0.0046
Si	0.0063	0.0038	0.0018
Si	0.0041	0.0028	-0.0017
Si	-0.0035	-0.0017	0.002
Si	-0.0021	-0.003	-0.0023
Si	0.0006	-0.0031	-0.0009
Si	0.0019	-0.0017	-0.0036
Si	0.0021	0.0027	-0.0004
Si	-0.0002	-0.0007	-0.0072
Si	0.0085	0.0014	0.0117
Si	-0.0003	0.0014	-0.0025
Si	0.0018	0.0015	0.0035
Si	-0.0005	-0.0096	-0.0018
Si	-0.0021	-0.0007	-0.001
Si	-0.004	0.0005	0.0027
Si	0.0019	-0.0028	0.0023
Si	-0.0001	0.0014	0.0003
Si	0.0003	-0.0007	0.0048
Si	-0.0031	0.002	-0.0018
Si	0.004	-0.0062	0.0006
Si	-0.0036	-0.0017	0.0042
Si	-0.0114	0.007	0.0015
Si	-0.0024	0.0119	-0.015
Si	0.0009	-0.0004	0.0002
Si	0.0039	0.002	-0.0108
Si	-0.0007	0.0034	-0.0053
Si	-0.0042	-0.0014	-0.0061
Si	0.0029	0	-0.0015
Si	-0.0029	0.0034	0.0051
Si	0.0008	-0.0088	-0.0004
O	-0.0125	0.0173	-0.01
O	0.022	-0.0012	0.0101
O	-0.0105	0.0039	0.0017
O	-0.0036	-0.0108	0.0239
O	-0.0084	0.0112	-0.0173
O	0.0039	0.0025	-0.0219
O	0.0057	-0.0077	0.0062
O	0.0136	-0.0015	0.0352
O	0.0054	-0.0094	0.0161
O	-0.0144	0.0067	0.008
O	-0.0119	0.0041	-0.0083
O	-0.0061	-0.0175	0.0138
O	0.0038	-0.0139	-0.0201
O	0.0047	-0.006	-0.0024
O	0.0156	0.0036	0.0243
O	-0.0057	-0.012	-0.022
O	-0.0156	-0.002	0.0309
O	-0.0015	0.0171	-0.0069
O	0.0029	0.0048	0.0124
O	-0.005	0.0073	0.0375
O	0.0195	0.0041	-0.0004
O	-0.023	0.0114	-0.0292
O	-0.006	0.0002	-0.0004
O	-0.0099	0.0143	0.0175
O	-0.0039	0.0149	-0.0093
O	-0.0005	0.0027	0.0204
O	-0.0121	0.0122	-0.0021
O	0.0183	-0.0242	-0.0193
O	-0.0028	-0.0136	-0.0105
O	-0.0094	0.0042	-0.0009
O	-0.0088	0.0181	0.0054
O	-0.0034	0.0151	-0.0009
O	-0.0027	0.0082	-0.014
O	-0.0085	-0.0238	0.0178
O	-0.0006	-0.0227	-0.0205
O	0.023	-0.0116	-0.0274
O	-0.0076	-0.0172	0.0141
O	-0.0128	0.0136	-0.0301
O	-0.0104	-0.0092	0.0067
O	-0.0075	0.0059	-0.0302
O	0.0003	0.0066	0.0253
O	-0.0183	0.0015	0.0184
O	0.013	-0.0175	-0.0049
O	0.0044	-0.0151	0.0013
O	0.004	0.025	-0.0136
O	0.0064	0.008	-0.0043
O	0.0129	-0.0091	-0.0211
O	0.014	0.006	-0.0203
O	0.0075	-0.0042	0.0264
O	-0.0078	0.0224	-0.0031
O	0.0018	-0.0103	-0.0147
O	-0.008	0.036	0.0075
O	0.0061	0.0033	0.0058
O	-0.0162	0.0059	0.0186
O	-0.0057	-0.0047	-0.017
O	0.0129	-0.0122	-0.0234
O	0.0004	0.0018	-0.0113
O	0.0018	0.0029	-0.0013
O	-0.0021	0.0055	-0.0303
O	0.0167	-0.0052	0.0001
O	-0.0015	-0.0109	0.0083
O	-0.0198	-0.015	-0.0014
O	0.0106	-0.0035	-0.0026
O	0.0063	0.0097	0.0077
O	0.0162	-0.0136	0.0154
O	-0.0061	-0.0061	-0.004

The program warned: the cutoff lies below the one the program advises for these potential files; the exchange-correlation potential is rough where the density is thin.
